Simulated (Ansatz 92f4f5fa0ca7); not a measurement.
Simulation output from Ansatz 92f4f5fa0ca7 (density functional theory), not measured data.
Periodic cell of 213 atoms, Si132O78H3, from a study of silicon, its oxide and their interface. The atomic structure is a simulated model.
Doubt: the cutoff is far below the 930 eV that the study's wrapper takes by default for these files, so forces and energies are approximate.
This geometry differs little from another in the collection (a relaxation step or a small displacement).

Settings: functional PBE; potential files Ansatz PAW; basis plane waves; wave-function cutoff 580 eV; density cutoff ratio 5; exchange-correlation grid ratio 1; k mesh 1 x 1 x 1, Gamma-centred; self-consistency stop 5e-08 eV per atom in the density residual; occupations fixed; spin none; net charge -1 e, with a uniform compensating background and no finite-size correction.

Cell vectors (angstrom)
a  10.938  0  0
b  0  10.938  0
c  0  0  31.3387

Atoms and the computed forces on them: element, x, y, z (angstrom), force x, y, z (eV/angstrom)
Si  10.3474  0.5129  23.9912  -0.0026  0.0035  0.0054
Si  5.7242  10.6255  23.9275  0.007  -0.0108  0.0171
Si  2.1978  3.044  23.9142  -0.0028  0.0094  0.021
Si  8.6497  2.2229  24.0069  0.0044  -0.0067  -0.0029
Si  0.3408  4.886  23.8818  0.0177  -0.0073  0.0149
Si  4.8833  5.9237  24.0421  -0.0027  0.0004  0.0325
Si  3.2011  7.6478  23.8815  0.0021  -0.0026  0.0231
Si  7.5085  8.7884  23.8368  -0.0047  0.0082  0.0274
Si  1.1879  1.4146  25.2686  -0.0147  0.0035  0.0126
Si  6.84  1.309  25.2217  0.0132  -0.0007  0.0143
Si  3.9323  4.1023  25.1909  -0.0013  0.0115  0.0091
Si  9.5977  3.9873  25.2611  -0.0007  -0.0131  0.019
Si  1.3381  6.7315  25.0504  0.01  -0.0035  0.0096
Si  6.7143  6.9319  25.138  -0.0093  0.0071  0.0123
Si  4.0569  9.4949  25.147  0.0059  -0.0034  0.0153
Si  9.3672  9.6234  25.1152  0  0.022  0.0126
Si  2.6623  -0.0233  26.4498  -0.0001  0.0033  -0.0009
Si  8.1348  -0.0286  26.673  0.0083  0.0038  -0.0347
Si  -0.0574  2.7246  26.7602  -0.0024  -0.0082  -0.0413
Si  5.4143  2.7353  26.4655  -0.0113  -0.0057  -0.003
Si  2.6328  5.4657  26.6192  -0.0016  -0.0051  -0.0278
Si  8.16  5.4906  26.4194  -0.0036  0.0018  -0.0028
Si  -0.0774  8.1848  26.3505  -0.0091  -0.0068  -0.0079
Si  5.4001  8.2095  26.6349  0.0036  -0.0008  -0.0277
Si  4.0623  1.3438  27.8516  0.0029  0.0025  0.0077
Si  9.5161  1.3263  28.0277  -0.0092  -0.0056  0.0041
Si  1.3332  4.1081  28.0237  0.0032  0.0014  0.0216
Si  6.796  4.1218  27.8373  0  -0.007  0.0039
Si  4.0444  6.8217  27.9535  -0.0095  -0.009  0.0267
Si  9.5412  6.8386  27.8228  -0.0027  -0.0051  0.0146
Si  1.2996  9.5328  27.813  0.0072  0.0032  0.0067
Si  6.7836  9.5439  27.995  -0.0126  -0.0103  0.0241
Si  0.0101  -0.0358  29.2925  0.0096  -0.0002  -0.0007
Si  5.4373  0.0184  29.2936  -0.0077  0.0063  -0.0067
Si  2.746  2.7205  29.2944  -0.0002  -0.0078  -0.0104
Si  8.1589  2.7655  29.2878  -0.009  0.0142  0.0007
Si  -0.0431  5.5093  29.2943  -0.0079  0.0089  -0.0085
Si  5.4594  5.4686  29.2786  0.0053  -0.0029  -0.0078
Si  2.6913  8.2232  29.2716  0.0025  0.008  -0.0042
Si  8.2108  8.186  29.2832  0.0073  -0.0032  -0.0101
Si  1.3673  1.3673  30.6549  0.0307  -0.1687  -0.0779
Si  6.8362  1.3673  30.6549  -0.2347  0.1849  0.0759
Si  4.1018  4.1018  30.6549  0.167  -0.0545  -0.0307
Si  9.5708  4.1018  30.6549  -0.2183  0.152  0.0391
Si  1.3673  6.8362  30.6549  -0.1767  0.2001  0.0767
Si  6.8362  6.8362  30.6549  0.0448  -0.1104  -0.1045
Si  4.1018  9.5708  30.6549  -0.2879  0.0804  -0.0103
Si  9.5708  9.5708  30.6549  0.0572  -0.1562  0.0003
Si  2.7345  0  0.6835  0.0102  0.1181  0.0986
Si  8.2035  0  0.6835  0.2991  -0.1253  -0.0257
Si  0  2.7345  0.6835  0.2351  -0.1695  -0.107
Si  5.469  2.7345  0.6835  -0.1018  0.0598  0.0582
Si  2.7345  5.469  0.6835  0.171  -0.153  0.0308
Si  8.2035  5.469  0.6835  -0.1467  0.0993  0.0813
Si  0  8.2035  0.6835  -0.039  0.182  0.0725
Si  5.469  8.2035  0.6835  0.2099  -0.1863  -0.027
Si  4.0969  1.3916  2.0645  -0.0061  0.0002  0.006
Si  9.625  1.34  2.0579  0.0023  -0.0149  0.0117
Si  1.4114  4.0578  2.053  0.0102  -0.0182  -0.0095
Si  6.8325  4.1035  2.0494  0.0018  0.0089  0.0078
Si  4.1357  6.8137  2.0597  0.005  -0.0101  0.0217
Si  9.5648  6.8544  2.0448  -0.0058  -0.0013  0.0003
Si  1.3707  9.5874  2.0532  -0.0008  -0.0068  0.0216
Si  6.8675  9.5528  2.046  0.0125  -0.0077  -0.0149
Si  0.0984  0.0432  3.5176  -0.0143  -0.0095  0.0004
Si  5.5234  0.0282  3.3526  0.0194  0.0087  -0.0381
Si  2.7693  2.733  3.5438  0.007  -0.0031  -0.0367
Si  8.2578  2.7485  3.3458  0.0137  0.0078  -0.0355
Si  0.0409  5.47  3.3198  -0.0023  0.002  -0.0304
Si  5.4776  5.4293  3.4989  0.0028  0.0125  -0.0096
Si  2.7839  8.2327  3.3645  0.0107  0.0082  0.0136
Si  8.2431  8.2247  3.484  0.0085  -0.0079  -0.0232
Si  1.4793  1.3735  5.0235  0.0246  0.0047  -0.0067
Si  6.9229  1.3775  4.6803  0  -0.0009  0.025
Si  4.1208  4.0784  4.9746  -0.0035  0.0034  -0.0022
Si  9.645  4.1094  4.6689  -0.0002  -0.0088  0.0232
Si  1.4343  6.8029  4.6446  -0.0249  0.0038  0.028
Si  6.8664  6.8207  4.828  0.0148  -0.0034  -0.0207
Si  4.1446  9.6399  4.6947  0.0014  0.0435  0.0341
Si  9.6807  9.5861  4.8564  -0.0089  -0.0242  -0.0315
Si  2.9233  -0.0941  6.3313  0.0054  0.0312  -0.0317
Si  8.3044  0.0973  6.1252  0.002  -0.0042  -0.0177
Si  0.025  2.8765  6.2156  -0.0041  0.0008  -0.0158
Si  5.6077  2.6275  6.2063  -0.0029  -0.0314  -0.0167
Si  2.677  5.5422  6.2254  0.0215  0.025  -0.0117
Si  8.3126  5.434  6.0987  0.0293  0.0215  -0.0129
Si  0.2352  8.2047  6.0605  -0.0108  -0.0079  -0.0314
Si  5.4344  8.2278  6.0497  -0.0148  -0.0127  0.0132
Si  4.9536  0.7032  7.499  -0.0107  -0.0295  -0.0876
Si  9.1382  1.9692  7.3884  0.0131  -0.0114  -0.0379
Si  0.8505  4.709  7.5303  -0.0069  0.0371  -0.0622
Si  7.3952  3.6524  7.3527  -0.015  0.0139  -0.0157
Si  3.5863  7.4352  7.3273  0.055  0.0009  0.2248
Si  10.0553  6.5317  7.2791  0.0007  0.013  -0.0385
Si  1.8729  9.1006  7.5191  -0.1014  0.053  0.2208
Si  6.6266  9.8447  7.2255  -0.0218  0.0069  -0.0369
H  4.0101  7.0719  8.7337  0.0364  -0.0379  -0.2169
O  7.0232  4.0299  8.9469  -0.0015  0.002  0.0572
O  9.5953  1.8065  8.9958  -0.0109  0.0135  0.0673
O  5.0723  1.0656  9.1405  0.0271  0.0213  0.1074
O  7.3211  9.1377  8.5851  -0.0027  -0.0091  0.0539
O  9.4273  7.3218  8.6238  -0.058  0.0059  0.0558
O  1.2606  4.2481  9.0972  0.0058  -0.0153  0.0896
H  8.2925  2.6327  22.6083  -0.0048  0.0015  -0.0012
H  10.7677  0.1967  22.5849  -0.0016  -0.0021  -0.0031
O  10.3381  5.3661  22.5641  -0.0114  0.0046  -0.0541
O  2.7844  2.1406  22.606  0.0067  -0.0081  -0.0476
O  2.9814  7.8545  22.2283  -0.0044  0.006  -0.0649
O  5.2198  5.5291  22.4626  0.0023  -0.0112  -0.0611
O  4.9852  0.4442  22.6085  -0.01  0.0132  -0.0524
O  7.9407  8.2455  22.3255  0.0093  -0.0075  -0.0656
Si  4.5218  8.2065  14.4823  -0.0006  0.0054  -0.0742
Si  4.1554  1.6356  21.8504  -0.0027  -0.0026  0.0845
Si  3.9504  1.4297  15.3178  0.007  -0.0024  -0.0612
Si  5.8731  1.2195  10.5436  0.002  -0.0064  -0.1539
Si  8.0453  7.8715  9.3044  0.036  -0.0161  -0.1412
Si  7.2952  1.53  14.6665  0.0018  -0.0119  -0.0804
Si  5.8259  7.833  19.0661  -0.0017  0.0008  0.0384
Si  8.5704  10.5825  18.8751  -0.0003  -0.0096  0.0323
Si  5.02  4.5118  21.2265  -0.0022  0.0042  0.0867
Si  10.5666  2.8536  12.6562  -0.0047  0.0006  -0.148
Si  1.1348  5.0211  16.958  0.0064  0.0053  -0.0237
Si  3.2364  8.2892  20.6842  -0.0004  -0.0067  0.083
Si  4.6065  9.8794  17.1164  0.0013  0.0024  -0.0193
Si  9.3325  4.5014  18.4614  -0.0036  0.0011  0.0298
Si  8.4191  8.2248  20.7826  -0.0112  0.0005  0.0782
Si  6.4963  4.9872  18.6797  -0.0049  -0.0006  0.0336
Si  1.0048  2.2676  15.5055  -0.0078  -0.0032  -0.0702
Si  2.8494  0.0569  19.5279  0.0083  -0.0013  0.0485
Si  4.6141  3.9896  11.5327  0.0015  0.0053  -0.1505
Si  0.3925  9.3394  15.8668  -0.0037  0.0004  -0.0525
Si  9.1489  1.0817  10.3758  -0.013  -0.0295  -0.1214
Si  9.2332  10.4849  14.2083  -0.0049  -0.0133  -0.1107
Si  6.7993  5.1788  10.0749  -0.0115  0.0468  -0.1374
Si  7.4507  2.248  17.8106  -0.004  -0.0071  -0.0043
Si  8.7772  5.2325  12.5539  0.0076  -0.0002  -0.1401
Si  0.4057  0.5592  17.904  0.0005  0.0025  0.0006
Si  2.3842  5.6241  19.7185  0.0004  -0.0019  0.0558
Si  5.0711  10.891  13.1457  0.0106  0.0053  -0.1285
Si  10.4211  5.7435  20.9858  -0.0008  -0.0053  0.0813
Si  1.6122  4.4755  10.6682  -0.0064  0.0296  -0.1527
Si  9.6725  9.2523  11.3212  0.0108  -0.0133  -0.1578
Si  6.9937  6.4694  14.8944  0.0102  -0.0083  -0.0723
Si  1.8611  7.1326  14.7166  -0.016  -0.0057  -0.0934
Si  8.6092  8.5733  16.3551  0.0008  0.0054  -0.0396
Si  0.4041  6.8644  11.9443  0.0115  0.0187  -0.1497
Si  5.5287  3.8541  14.4805  -0.0091  0.0047  -0.0884
O  9.8202  1.7579  11.7051  0.0182  0.0259  0.0784
O  3.0852  3.8954  11.0276  0.023  -0.0097  0.0625
O  4.2478  8.7638  15.9928  -0.0024  0.0076  0.0295
O  0.1454  8.4174  11.4803  0.0009  -0.0126  0.0649
O  9.9955  0.3986  18.7678  -0.0017  0.0002  -0.0141
O  0.8769  6.7237  13.5007  0.0189  0.0031  0.083
O  0.6427  3.6393  11.6658  -0.0186  -0.0207  0.0741
O  8.6156  9.7957  20.3142  -0.0009  0.0028  -0.034
O  9.7066  4.6045  20.048  -0.0012  -0.0023  -0.0323
O  3.5225  10.2696  18.2419  -0.0061  0.002  -0.0067
O  3.4096  7.038  14.217  0.003  0.0038  0.034
O  8.4406  8.3198  10.8197  0.0059  0.0075  0.0699
O  3.6066  4.8144  20.4399  -0.0082  0.0035  -0.0365
O  4.7725  0.3725  16.2935  -0.0001  -0.0075  0.0193
O  9.7467  7.2307  20.6892  0.0006  0.0001  -0.038
O  7.5049  1.0876  10.4558  0.0034  0.0079  0.0543
O  4.8327  8.2842  20.2993  0.0019  -0.0014  -0.0313
O  3.9878  1.0354  13.7227  -0.007  0.0073  0.0533
O  5.1028  2.9579  21.71  -0.004  0.0037  -0.0396
O  4.4602  9.41  13.3999  -0.0046  -0.0147  0.0482
O  2.1294  4.9465  18.2546  -0.0012  -0.0008  -0.0068
O  8.0048  5.4167  18.2374  0.0018  -0.0016  -0.0115
O  5.2792  5.1913  10.6596  -0.0003  -0.0226  0.0624
O  6.8089  2.9389  14.0124  0.0037  -0.0027  0.037
O  0.0908  1.6486  16.7197  -0.0018  -0.0057  0.0165
O  1.6505  8.6985  15.103  -0.0043  0.0065  0.0305
O  7.2995  1.697  16.2852  0.0021  0.0051  0.0382
O  5.9814  7.555  14.2605  0.0016  -0.001  0.0318
O  9.4631  3.9154  13.2234  -0.0026  -0.0025  0.0481
O  5.3412  0.047  11.5573  -0.0112  -0.0099  0.0914
O  1.4812  6.0891  10.994  -0.0101  0  0.0725
O  2.6514  7.2281  19.5794  -0.0033  -0.0024  -0.0248
O  6.4088  0.3036  14.0306  0.0078  0.0084  0.0442
O  7.7583  4.8391  11.356  0.0221  -0.0025  0.0823
O  9.7976  10.5118  10.2994  -0.0004  0.0063  0.0618
O  4.7148  4.3129  13.143  0.0109  0.0018  0.0805
O  1.0661  5.5885  20.6576  0.0042  0.0016  -0.0356
O  6.12  5.1385  15.3247  0.0026  0.0031  0.0246
O  1.3339  3.8017  15.9151  0.0001  0.0112  0.0229
O  5.5544  6.3351  18.3538  0.0003  0.001  -0.0127
O  2.38  1.409  15.683  -0.0031  0.0007  0.0195
O  7.4353  0.8559  18.7343  0.0009  -0.0002  -0.0132
O  6.9919  6.6381  9.3964  0.0155  -0.0188  0.0736
O  6.3158  4.7674  20.2806  0.0012  -0.0007  -0.0362
O  8.2277  9.6119  15.1574  -0.0033  -0.0132  0.0393
O  5.4469  2.6285  11.2363  -0.0087  0.0126  0.0648
O  7.2773  7.6517  19.7748  -0.0028  0.0015  -0.0245
O  10.5315  5.0552  17.5075  -0.0075  0.0003  -0.0013
O  8.8014  1.1191  14.2205  -0.0059  0.0047  0.0368
O  6.3003  3.4286  18.0721  0.0017  0  -0.0091
O  4.5815  2.9412  15.4667  -0.004  -0.0051  0.0236
O  -0.2055  10.4445  14.8303  0.0107  -0.0064  0.038
O  1.5808  0.9326  18.9768  -0.0025  0.0002  -0.0161
O  8.0811  6.0653  13.7637  -0.0203  0.0145  0.0641
O  3.7978  1.0957  20.344  -0.0081  -0.0066  -0.0375
O  8.4397  9.4025  17.744  -0.0001  0.0071  0.0061
O  8.9015  2.9742  18.0756  0.0018  0.0012  -0.0079
O  2.4892  9.7412  20.5225  -0.0031  0.0056  -0.0359
O  1.5353  6.3181  16.0769  -0.0043  -0.0128  0.0328
O  9.9085  6.1296  11.8329  -0.0153  -0.0174  0.0651
O  7.7312  7.2095  16.1657  0.0051  0.0062  0.0191
O  5.7802  9.0739  17.9688  0.0017  -0.0015  -0.0047
O  0.8311  10.0639  17.2433  0.0019  0.006  0.0091
O  10.1986  8.1942  16.1929  -0.0014  -0.0028  0.0139
O  0.4311  2.2506  13.9696  0.0179  -0.0102  0.0748
O  9.1977  9.8283  12.7538  -0.009  0.0238  0.1018

Results
free energy: -128315.226 eV
free energy less fixed offsets of H -15.97, O -568.88, Si -635.61 eV per atom: 5.844 eV

The program warned: the cutoff lies below the one the program advises for these potential files; the forces do not sum to zero within the program's tolerance; the exchange-correlation potential is rough where the density is thin.
